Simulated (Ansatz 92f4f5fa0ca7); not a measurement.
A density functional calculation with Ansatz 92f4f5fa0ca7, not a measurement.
Periodic cell of 210 atoms, Si128O78B4, from a study of silicon, its oxide and their interface. The atomic structure is a simulated model.
Doubt: the cutoff is far below the 930 eV that the study's wrapper takes by default for these files, so forces and energies are approximate.
This geometry differs little from another in the collection (a relaxation step or a small displacement).

Settings
functional: PBE
potential files: Ansatz PAW
basis: plane waves
wave-function cutoff: 580 eV
density cutoff ratio: 5
exchange-correlation grid ratio: 1
k mesh: 1 x 1 x 1, Gamma-centred
self-consistency stop: 5e-08 eV per atom in the density residual
occupations: fixed
spin: none
net charge: 0

Cell vectors (angstrom)
a  10.938  0  0
b  0  10.938  0
c  0  0  31.2665

Atoms: element, x, y, z (angstrom)
B  9.9663  0.5835  24.7279
Si  5.7006  10.5898  23.8792
Si  2.0444  2.8747  23.8727
B  8.7541  1.8429  24.7297
Si  0.1823  4.7337  23.846
Si  4.8195  5.8508  23.9971
Si  3.1257  7.5859  23.8395
Si  7.4884  8.7516  23.7982
Si  0.9532  1.2116  25.1958
Si  6.8284  1.3885  25.0419
Si  3.849  3.9967  25.1215
Si  9.4103  3.7501  25.1923
Si  1.2419  6.6451  25.0056
Si  6.705  6.8563  25.0824
Si  4.0026  9.474  25.0996
Si  9.4598  9.5989  24.9463
Si  2.6483  0.0093  26.4145
Si  8.2395  0.074  26.4521
Si  -0.0023  2.76  26.6407
Si  5.4336  2.7494  26.4197
Si  2.6745  5.4888  26.5141
Si  8.1871  5.4482  26.3989
Si  -0.0474  8.1991  26.3504
Si  5.4358  8.2256  26.5228
Si  4.1018  1.3673  27.8483
Si  9.5708  1.3673  27.8483
Si  1.3673  4.1018  27.8483
Si  6.8362  4.1018  27.8483
Si  4.1018  6.8362  27.8483
Si  9.5708  6.8362  27.8483
Si  1.3673  9.5708  27.8483
Si  6.8362  9.5708  27.8483
Si  0  0  29.2155
Si  5.469  0  29.2155
Si  2.7345  2.7345  29.2155
Si  8.2035  2.7345  29.2155
Si  0  5.469  29.2155
Si  5.469  5.469  29.2155
Si  2.7345  8.2035  29.2155
Si  8.2035  8.2035  29.2155
Si  1.3673  1.3673  30.5828
Si  6.8362  1.3673  30.5828
Si  4.1018  4.1018  30.5828
Si  9.5708  4.1018  30.5828
Si  1.3673  6.8362  30.5828
Si  6.8362  6.8362  30.5828
Si  4.1018  9.5708  30.5828
Si  9.5708  9.5708  30.5828
Si  2.7345  0  0.6835
Si  8.2035  0  0.6835
Si  0  2.7345  0.6835
Si  5.469  2.7345  0.6835
Si  2.7345  5.469  0.6835
Si  8.2035  5.469  0.6835
Si  0  8.2035  0.6835
Si  5.469  8.2035  0.6835
Si  4.1018  1.3673  2.0507
Si  9.5708  1.3673  2.0507
Si  1.3673  4.1018  2.0507
Si  6.8362  4.1018  2.0507
Si  4.1018  6.8362  2.0507
Si  9.5708  6.8362  2.0507
Si  1.3673  9.5708  2.0507
Si  6.8362  9.5708  2.0507
Si  0  0  3.418
Si  5.469  0  3.418
Si  2.7345  2.7345  3.418
Si  8.2035  2.7345  3.418
Si  0  5.469  3.418
Si  5.469  5.469  3.418
Si  2.7345  8.2035  3.418
Si  8.2035  8.2035  3.418
Si  1.4388  1.3619  4.9372
Si  6.8763  1.3514  4.7353
Si  4.1051  4.1244  4.9009
Si  9.6157  4.0838  4.7246
Si  1.4021  6.7746  4.6583
Si  6.8565  6.8088  4.814
Si  4.0482  9.5324  4.8103
Si  9.6722  9.5574  4.8305
Si  2.8712  -0.025  6.4237
Si  8.3348  0.101  6.1262
Si  0.1151  2.9396  6.2143
Si  5.6089  2.7093  6.1951
Si  2.8465  5.7565  6.2165
Si  8.4002  5.5402  6.107
Si  0.4233  8.3623  6.0472
Si  5.4306  8.1464  6.1506
Si  4.9825  0.759  7.4818
Si  9.2068  2.0175  7.3756
Si  0.9874  4.843  7.5047
Si  7.4579  3.7197  7.3329
B  3.5221  7.683  6.5881
Si  10.1979  6.6751  7.2691
B  2.3415  8.9771  6.5744
Si  6.6169  9.8705  7.2279
O  7.0669  4.0258  8.9297
O  9.6086  1.8375  8.9858
O  5.0829  1.0855  9.1186
O  7.2963  9.1561  8.5844
O  9.4798  7.445  8.5717
O  1.3211  4.3181  9.0611
O  10.2477  5.3005  22.5259
O  2.7159  2.0403  22.5685
O  2.9537  7.8391  22.1945
O  5.1873  5.5215  22.4135
O  4.9587  0.4076  22.5658
O  7.9011  8.2358  22.2806
Si  4.5277  8.198  14.4392
Si  4.112  1.5944  21.8151
Si  3.9515  1.4273  15.2883
Si  5.8875  1.2354  10.5274
Si  8.0735  7.9039  9.2793
Si  7.2969  1.5227  14.6329
Si  5.7974  7.8139  19.0312
Si  8.555  10.5789  18.8431
Si  4.972  4.4838  21.1923
Si  10.5935  2.8629  12.6222
Si  1.1001  5.0184  16.9267
Si  3.2042  8.2702  20.6457
Si  4.5989  9.8731  17.0809
Si  9.3005  4.4925  18.4063
Si  8.3932  8.209  20.74
Si  6.4581  4.9619  18.6441
Si  1.0056  2.2666  15.4761
Si  2.829  0.039  19.4833
Si  4.6474  4.0187  11.5001
Si  0.3902  9.3356  15.8483
Si  9.1606  1.0923  10.3586
Si  9.2426  10.4885  14.1833
Si  6.8405  5.188  10.05
Si  7.4258  2.2323  17.773
Si  8.8023  5.2454  12.5347
Si  0.3861  0.5619  17.877
Si  2.3333  5.604  19.7057
Si  5.071  10.8852  13.1144
Si  10.3782  5.7131  20.9561
Si  1.6439  4.5062  10.6511
Si  9.6907  9.2708  11.2946
Si  7.0008  6.4661  14.8669
Si  1.8641  7.1371  14.7062
Si  8.6071  8.5723  16.3216
Si  0.4158  6.8855  11.9325
Si  5.5456  3.854  14.448
O  9.8317  1.7659  11.6831
O  3.1154  3.9247  11.004
O  4.2605  8.7641  15.9452
O  0.1637  8.4352  11.4464
O  9.9735  0.4086  18.7385
O  0.8655  6.7474  13.4918
O  0.6614  3.6403  11.6086
O  8.6045  9.7766  20.274
O  9.696  4.585  19.9873
O  3.4968  10.2534  18.1935
O  3.4053  7.0355  14.1859
O  8.4558  8.3354  10.7974
O  3.5598  4.7868  20.4103
O  4.7706  0.3709  16.2661
O  9.7132  7.2045  20.6664
O  7.5172  1.0895  10.4266
O  4.7992  8.2593  20.262
O  3.983  1.0205  13.6954
O  5.0291  2.9412  21.7173
O  4.4713  9.397  13.349
O  2.0592  4.9256  18.2475
O  7.9655  5.4016  18.2091
O  5.3118  5.2139  10.6093
O  6.8217  2.9351  13.9768
O  0.0837  1.6445  16.6824
O  1.6618  8.7006  15.1025
O  7.2797  1.6751  16.25
O  5.983  7.5366  14.2162
O  9.4998  3.9311  13.1936
O  5.3378  0.0636  11.5239
O  1.5063  6.1138  10.9923
O  2.6075  7.2052  19.5529
O  6.4134  0.2987  13.9885
O  7.7803  4.8475  11.3381
O  9.8153  10.5241  10.259
O  4.7509  4.3404  13.1061
O  1.0344  5.577  20.6752
O  6.1386  5.1302  15.3007
O  1.3173  3.8043  15.8811
O  5.5207  6.3147  18.3248
O  2.3834  1.4158  15.6613
O  7.4131  0.8455  18.7035
O  7.0716  6.6283  9.3385
O  6.2665  4.7164  20.2415
O  8.2327  9.6035  15.114
O  5.4742  2.6532  11.2023
O  7.2505  7.6353  19.737
O  10.4838  5.059  17.4386
O  8.8091  1.121  14.1998
O  6.2696  3.4081  18.0252
O  4.5851  2.94  15.4177
O  -0.1965  10.4381  14.8014
O  1.5657  0.9299  18.9464
O  8.1021  6.0696  13.7442
O  3.7885  1.071  20.2986
O  8.4287  9.4064  17.7043
O  8.8755  2.9646  18.021
O  2.4647  9.7247  20.4794
O  1.5371  6.3144  16.0602
O  9.9225  6.1487  11.8002
O  7.7239  7.2118  16.1401
O  5.7611  9.0611  17.9419
O  0.8073  10.0607  17.2286
O  10.1954  8.1884  16.1622
O  0.4532  2.2489  13.9288
O  9.2125  9.8546  12.7167

Results
free energy: -126348.324 eV
free energy less fixed offsets of B -154.04, O -568.88, Si -635.61 eV per atom: -1.444 eV

Forces (eV/angstrom), in the order of the atoms: element, x, y, z
B  -0.0006  0.0229  -0.0079
Si  0.0053  0.0041  0.0026
Si  -0.0048  0.0004  0.0042
B  0.0072  -0.0051  -0.0063
Si  0.0023  -0.0031  0.0047
Si  0.003  0.0008  0.0034
Si  -0.0011  0.0011  0.0031
Si  0.0013  0.0033  0.0063
Si  0.0064  0.0052  0.0018
Si  -0.0067  -0.0042  -0.003
Si  0.0003  0.0015  -0.0019
Si  0.0053  0.0028  0.002
Si  -0.0008  0.0006  -0.0015
Si  0  -0.0008  -0.0014
Si  0.0006  -0.001  -0.0008
Si  -0.009  -0.0198  -0.0014
Si  0.0002  -0.0018  -0.001
Si  -0.0113  -0.0116  0.0102
Si  0.0064  0.0071  0.002
Si  0.0013  0.0001  0.0003
Si  0.0004  0.0002  0.0002
Si  -0.0035  0.0008  -0.0013
Si  0.0019  -0.0002  -0.0007
Si  -0.001  -0.0012  0.0015
Si  -0.2286  -0.1411  -0.5615
Si  0.0665  0.05  1.05
Si  0.2938  0.4701  0.9609
Si  -0.2504  0.1212  -0.4774
Si  -0.1284  0.0147  0.3017
Si  -0.1156  -0.1051  -0.7036
Si  -0.2933  -0.3109  -0.5566
Si  0.0573  0.1417  0.2215
Si  -0.1707  -0.0307  -0.02
Si  0.1038  0.0443  -0.1018
Si  -0.0033  0.081  -0.0037
Si  -0.0009  -0.1652  -0.0405
Si  0.1012  -0.0501  0.0079
Si  -0.009  -0.0159  -0.0398
Si  -0.0112  -0.1217  -0.0429
Si  0.0722  0.057  -0.1238
Si  0.0216  -0.0127  -0.0297
Si  -0.1185  0.0783  0.0437
Si  -0.0211  -0.0789  0.026
Si  -0.0566  0.0595  0.0165
Si  -0.1148  0.0247  0.037
Si  -0.1062  -0.0162  -0.0202
Si  -0.0401  -0.0669  0.0162
Si  0.0427  -0.1113  0.0274
Si  -0.0174  0.0791  -0.0146
Si  0.0606  0.0689  -0.02
Si  0.1055  -0.0353  -0.035
Si  0.1118  0.0318  0.0108
Si  0.0495  -0.0478  -0.0133
Si  0.0222  0.0714  -0.0061
Si  -0.0498  0.0201  0.0254
Si  0.1089  -0.0859  -0.0468
Si  -0.0265  -0.0283  0.1126
Si  0.0152  0.1357  0.0356
Si  -0.1371  0.0367  -0.0024
Si  -0.026  -0.0332  0.028
Si  0.0393  0.1761  0.0373
Si  0.0507  -0.0294  0.0002
Si  0.0906  -0.0007  0.022
Si  -0.0969  -0.0593  0.1033
Si  0.442  0.3467  0.4951
Si  -0.0999  -0.0304  -0.2217
Si  0.1659  0.0798  0.8254
Si  0.092  -0.0437  -0.502
Si  -0.2054  -0.326  -0.9134
Si  0.0453  -0.2459  0.4452
Si  -0.0908  -0.132  -0.8335
Si  0.2436  0.118  0.491
Si  -0.0028  -0.0015  0.0032
Si  0.0008  -0.0002  0.0019
Si  0.0026  0.0002  0.0015
Si  0  0.0002  -0.0001
Si  0.0018  -0.0047  -0.0037
Si  -0.0036  0.0001  0.0014
Si  -0.0016  0.0037  0.0085
Si  0.0006  0.0013  0.0013
Si  0.01  0.0221  -0.0008
Si  0.0004  0.0029  -0.0003
Si  0.0019  0.0009  -0.0008
Si  -0.001  -0.0009  -0.0011
Si  -0.0084  0.0004  -0.0074
Si  0.0006  -0.0025  0.0021
Si  -0.0007  -0.0049  -0.0007
Si  -0.0158  -0.0053  0.0076
Si  -0.0014  -0.0054  -0.0035
Si  0.0006  -0.0013  -0.0014
Si  0.0035  0.0036  -0.0033
Si  -0.0013  0.0015  -0.003
B  0.0222  0.0197  0.0002
Si  0.0033  0.0014  -0.0049
B  -0.0016  -0.0269  0.0033
Si  -0.0054  0.0015  -0.0054
O  -0.0005  0.0002  0.0029
O  0  0.0005  0.001
O  0.0004  0.0016  0.0015
O  0.0005  0.0003  -0.0006
O  0.0011  0.0007  0.0001
O  -0.0004  -0.0006  -0.0006
O  -0.0008  0.0002  0.0022
O  -0.0006  -0.0007  -0.0002
O  -0.0003  0.0003  -0.0041
O  0.0002  -0.0008  -0.0032
O  -0.0008  0.0003  -0.0008
O  0.0016  -0.0016  -0.0049
Si  0.0005  0.0003  -0.0007
Si  0.0016  -0.0009  0
Si  0.0001  -0.0001  -0.0003
Si  -0.0002  0  -0.0001
Si  -0.0006  0.0007  0.001
Si  0  -0.0001  -0.0007
Si  0.0006  0.0003  -0.0002
Si  0  0  -0.0007
Si  -0.0002  0.0015  -0.0009
Si  0.0004  0  -0.0008
Si  -0.0003  -0.0007  -0.0017
Si  0.0006  0.0007  0.0002
Si  0.0007  0.001  -0.0008
Si  0.0001  -0.0004  -0.0006
Si  -0.0001  0.0006  -0.0011
Si  0.0003  0  -0.0011
Si  0.0007  0.0002  0.0002
Si  0.0006  0.0004  0
Si  0.0006  0.0003  -0.0005
Si  -0.0004  0.0001  -0.0008
Si  0.0002  -0.0002  -0.0005
Si  0  0.0004  -0.0003
Si  0  -0.0002  -0.0002
Si  0.0001  0  -0.0003
Si  -0.0002  0.0002  -0.0009
Si  -0.0001  0.0002  -0.0006
Si  0.0007  0  -0.0007
Si  0.0003  0.0003  0.0002
Si  -0.0012  0.0012  -0.0012
Si  0  0.0005  0.001
Si  -0.0007  -0.0003  -0.0002
Si  -0.0004  0.0002  -0.0004
Si  0.0004  0.0003  -0.0005
Si  0.0002  0.0002  -0.0005
Si  0.0008  0.0004  -0.0011
Si  0.0003  0  0.0003
O  0.0001  0  0.0002
O  0  0.0001  0.0001
O  -0.0002  -0.0009  -0.0006
O  0  -0.0001  0.0007
O  0.0003  0.0004  0.0002
O  -0.0001  0.0002  -0.0001
O  -0.0001  0  0
O  0  0  0.0006
O  -0.0004  -0.0008  -0.0009
O  -0.001  0.0002  0.0007
O  -0.0002  0  0
O  0.0002  0.0004  0.0003
O  0  0  -0.0001
O  0.0005  0.0004  -0.0002
O  0.001  -0.0004  0.0004
O  0.0008  0.0001  -0.0001
O  -0.0002  0.0001  -0.0002
O  -0.0002  0.0005  0.0001
O  -0.0002  -0.0002  0.0011
O  0  -0.0002  -0.0003
O  0.0016  0  0.0017
O  -0.0002  0.0006  -0.0002
O  0.0001  -0.0003  0.0003
O  0.0003  0.0005  -0.0001
O  -0.0001  0  0.0001
O  0.0007  -0.0002  -0.0004
O  0.0001  0.0002  0.0003
O  0.0005  -0.0001  0.0001
O  0  0  0
O  0.0003  0  -0.0009
O  -0.0003  0.0002  0.0004
O  0.0003  0.0002  -0.0005
O  0.0002  0.0002  0
O  0.0002  0.0003  0.0007
O  0.0001  0.0008  0.0001
O  -0.0001  0.0003  -0.0005
O  0.0012  0.0001  0.0004
O  0.0002  0.0001  -0.0001
O  0.0002  0.0001  -0.0004
O  0.0002  0.0005  0.0001
O  -0.0001  0  0
O  0.0001  0.0002  0.0001
O  0.0002  -0.0003  -0.001
O  0  -0.0001  0.0008
O  0.0002  0.0001  0.0001
O  -0.0001  0.0008  0.0003
O  0.0001  0.0003  0
O  -0.0009  0.0003  0.0001
O  0.0004  0.0002  0
O  0.0001  0  -0.0002
O  0.0003  0.0004  0
O  0  0.0003  -0.0002
O  0.0001  0.0001  -0.0001
O  0.0003  0.0001  0.0001
O  -0.0005  0  -0.0007
O  0.0001  0.0001  0.0003
O  0.0004  0.0002  -0.0002
O  0  -0.0002  -0.0001
O  0.0005  0.0013  -0.0007
O  -0.0002  -0.0004  0.0001
O  0.0001  0.0002  0
O  0.0007  -0.0007  0.0005
O  0.0005  0.0005  0.0005
O  0  -0.0001  -0.0001
O  -0.0002  0  -0.0005
O  0.0003  0.0001  -0.0001

The program warned: the cutoff lies below the one the program advises for these potential files; the exchange-correlation potential is rough where the density is thin.
